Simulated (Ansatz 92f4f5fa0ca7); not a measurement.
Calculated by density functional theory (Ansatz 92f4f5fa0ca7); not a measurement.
Periodic cell of 351 atoms, Si241O110, from a study of silicon, its oxide and their interface. The atomic structure is a simulated model.
Doubt: the cutoff is far below the 930 eV that the study's wrapper takes by default for these files, so forces and energies are approximate.
This geometry differs little from another in the collection (a relaxation step or a small displacement).

Settings
functional: PBE
potential files: Ansatz PAW
basis: plane waves
wave-function cutoff: 580 eV
density cutoff ratio: 5
exchange-correlation grid ratio: 1
k mesh: 1 x 1 x 1, Gamma-centred
self-consistency stop: 5e-08 eV per atom in the density residual
occupations: fixed
spin: none
net charge: 0

Cell vectors (angstrom)
a	11.6015	0	0
b	0	13.3963	0
c	0	0	40.2403

Atoms and the computed forces on them: element, x, y, z (angstrom), force x, y, z (eV/angstrom)
Si	0	2.2327	1.1851	-0.0016	0.0146	-0.0018
Si	3.8672	2.2327	1.1851	0.0022	-0.0151	0.0037
Si	7.7343	2.2327	1.1851	0.0022	0.0182	0.0023
Si	1.9336	5.5818	1.1851	-0.0101	-0.0153	0.0085
Si	5.8008	5.5818	1.1851	-0.0039	0.0055	0.0275
Si	9.6679	5.5818	1.1851	0.0052	0.0025	0.0156
Si	0	8.9308	1.1851	-0.0053	0.0043	0.0046
Si	3.8672	8.9308	1.1851	0.0003	0.0119	0.0266
Si	7.7343	8.9308	1.1851	-0.0035	-0.0062	-0.0029
Si	1.9336	12.2799	1.1851	0.0043	0.0099	0.0009
Si	5.8008	12.2799	1.1851	-0.0146	-0.0017	-0.0117
Si	9.6679	12.2799	1.1851	-0.005	-0.0011	-0.0179
Si	1.9336	1.1164	1.9745	-0.0083	-0.0391	0.0031
Si	5.8008	1.1164	1.9745	-0.01	-0.032	0.0033
Si	9.6679	1.1164	1.9745	0.012	-0.006	0.0029
Si	0	4.4654	1.9745	-0.0031	-0.0337	0.0095
Si	3.8672	4.4654	1.9745	-0.0152	-0.0438	-0.0079
Si	7.7343	4.4654	1.9745	0.019	-0.0574	0.0001
Si	1.9336	7.8145	1.9745	0.0009	0.0016	-0.0188
Si	5.8008	7.8145	1.9745	0.0408	-0.0051	-0.0117
Si	9.6679	7.8145	1.9745	0.0065	0.0333	-0.0103
Si	0	11.1635	1.9745	-0.0308	0.0242	-0.0044
Si	3.8672	11.1635	1.9745	0.0316	0.0372	0.0028
Si	7.7343	11.1635	1.9745	0.0406	0.0214	-0.0062
Si	1.9336	1.1164	4.3426	-0.0479	-0.0865	-0.0241
Si	5.8008	1.1164	4.3426	-0.0257	-0.0577	0.0593
Si	9.6679	1.1164	4.3426	0.0421	0.0162	0.1202
Si	0	4.4654	4.3426	-0.0215	-0.0945	-0.0894
Si	3.8672	4.4654	4.3426	-0.0363	-0.1211	0.11
Si	7.7343	4.4654	4.3426	0.0658	-0.1219	0.0738
Si	1.9336	7.8145	4.3426	-0.0019	0.0363	0.0169
Si	5.8008	7.8145	4.3426	0.1259	0.0064	-0.0624
Si	9.6679	7.8145	4.3426	0.0157	0.094	-0.1392
Si	0	11.1635	4.3426	-0.0735	0.1067	0.0387
Si	3.8672	11.1635	4.3426	0.0679	0.1254	-0.0756
Si	7.7343	11.1635	4.3426	0.0974	0.0731	-0.0551
Si	0	0	35.8997	-0.0169	0.0054	-0.0539
Si	3.8672	0	35.8997	-0.0034	-0.0714	-0.2195
Si	7.7343	0	35.8997	-0.0548	0.0832	0.1725
Si	1.9336	3.3491	35.8997	0.134	-0.1113	0.0746
Si	5.8008	3.3491	35.8997	-0.0354	-0.1082	0.0485
Si	9.6679	3.3491	35.8997	-0.097	-0.0669	-0.0745
Si	0	6.6981	35.8997	0.1608	0.0161	0.204
Si	3.8672	6.6981	35.8997	-0.1379	-0.0605	0.13
Si	7.7343	6.6981	35.8997	-0.1645	-0.131	-0.0058
Si	1.9336	10.0472	35.8997	0.0484	0.0652	-0.2426
Si	5.8008	10.0472	35.8997	-0.067	0.1146	-0.2
Si	9.6679	10.0472	35.8997	0.0355	0.2073	0.0807
Si	0	0	38.2679	-0.0122	0.0101	-0.0082
Si	3.8672	0	38.2679	-0.0013	-0.0201	0.008
Si	7.7343	0	38.2679	-0.0194	0.0417	-0.017
Si	1.9336	3.3491	38.2679	0.0457	-0.0342	0.0042
Si	5.8008	3.3491	38.2679	-0.0077	-0.0323	-0.002
Si	9.6679	3.3491	38.2679	-0.0325	-0.0072	0.0133
Si	0	6.6981	38.2679	0.058	0.0105	0.0093
Si	3.8672	6.6981	38.2679	-0.0592	-0.0195	0.0008
Si	7.7343	6.6981	38.2679	-0.0539	-0.037	0.0148
Si	1.9336	10.0472	38.2679	0.0158	0.0352	0.0046
Si	5.8008	10.0472	38.2679	-0.0148	0.0532	0.0093
Si	9.6679	10.0472	38.2679	0.0063	0.0759	0.0022
Si	0	2.2327	39.0573	0.009	-0.0108	-0.0122
Si	3.8672	2.2327	39.0573	-0.0035	0.0173	0.0104
Si	7.7343	2.2327	39.0573	-0.0075	-0.0237	0.0171
Si	1.9336	5.5818	39.0573	0.0079	0.0155	0.0235
Si	5.8008	5.5818	39.0573	-0.0017	-0.0037	-0.008
Si	9.6679	5.5818	39.0573	0.0065	0.0065	-0.0242
Si	0	8.9308	39.0573	-0.0036	-0.0126	-0.0134
Si	3.8672	8.9308	39.0573	0.0003	-0.0174	-0.0275
Si	7.7343	8.9308	39.0573	0.0096	0.0058	-0.0306
Si	1.9336	12.2799	39.0573	-0.005	-0.0062	-0.0123
Si	5.8008	12.2799	39.0573	0.0226	0.0054	0.0037
Si	9.6679	12.2799	39.0573	-0.0036	-0.0033	0.0152
Si	-0.0183	0.2469	28.6287	0.038	-0.036	-0.1393
Si	4.3064	0.1997	28.4864	-0.0755	-0.0738	0.0435
Si	9.7254	-1.0842	29.3947	0.0693	0.0106	0.0639
Si	1.8281	3.293	28.8885	-0.0058	0.0343	-0.1659
Si	5.7586	3.4145	28.7988	-0.0026	0.0574	0.0481
Si	9.5083	3.4974	28.8689	-0.0003	0.0698	-0.1738
Si	-0.0457	6.6178	28.9999	0.0321	-0.0151	-0.1002
Si	3.7779	6.7005	28.6196	-0.0293	0.0067	-0.1483
Si	7.8011	6.7885	29.1023	0.048	0.0073	-0.0672
Si	1.6442	9.9308	28.781	0.0163	-0.0146	-0.1675
Si	5.7945	9.9855	28.8453	0.0252	-0.0301	-0.1025
Si	9.4468	9.9917	28.8922	-0.0403	0.0071	-0.1317
Si	-0.1511	2.3273	29.6793	-0.0152	0.0475	0.0188
Si	3.8545	2.2693	29.5761	0.0049	-0.0465	-0.0694
Si	7.6725	2.1723	29.4425	-0.0457	-0.0693	-0.0122
Si	1.9433	5.5496	29.6069	0.0046	-0.0324	0.0595
Si	5.7617	5.6629	29.5076	0.0056	-0.0065	-0.0304
Si	9.6308	5.58	29.8758	-0.0131	0.0338	0.0533
Si	-0.1961	8.8507	29.6663	-0.089	-0.0293	0.0626
Si	3.7386	8.9416	29.4233	-0.0011	-0.0069	0.0528
Si	7.6138	8.9694	29.9322	-0.0338	-0.0199	0.0048
Si	1.6741	12.1908	29.4069	0.1513	0.1992	-0.0592
Si	5.9781	12.2726	29.4301	-0.013	0.0576	-0.0166
Si	7.8633	13.3531	28.4566	0.0461	-0.0528	-0.082
Si	-0.0618	2.2468	32.0183	0.0248	-0.0177	0.0209
Si	3.8499	2.2223	31.9421	0.0116	-0.0025	-0.0245
Si	7.7089	2.1893	31.8621	-0.0095	0.0154	-0.0192
Si	1.9521	5.5657	31.9735	-0.0041	-0.0083	-0.0041
Si	5.7773	5.6113	31.9105	0.0283	-0.0055	-0.0452
Si	9.6729	5.5659	32.1692	-0.0106	0.0056	-0.0027
Si	-0.0699	8.9265	32.0093	0.019	0.0091	-0.0008
Si	3.8154	8.9223	31.8464	0.0029	0.0242	-0.0273
Si	7.6854	8.9422	32.212	0.0103	0.0031	-0.0163
Si	1.9075	12.2905	31.8308	0.0195	-0.0249	-0.081
Si	5.8302	12.2885	31.8472	-0.0102	-0.0101	-0.0331
Si	9.6861	12.2995	31.8428	-0.023	-0.009	-0.0252
Si	1.9035	1.1062	32.7092	-0.0074	-0.0131	-0.0135
Si	5.7868	1.0994	32.709	0.0052	0.0046	0.0066
Si	9.6243	1.1	32.7363	-0.0017	-0.0022	0.0154
Si	0.027	4.4599	32.8165	0.0252	-0.0004	0.017
Si	3.8798	4.4568	32.7464	0.0125	0.0005	-0.0019
Si	7.6902	4.4299	32.7232	0.0088	-0.0086	0.0042
Si	1.9049	7.8192	32.7199	-0.0026	-0.0099	0.0101
Si	5.716	7.8139	32.7776	-0.0022	-0.0096	0.0113
Si	9.6414	7.8147	32.8631	-0.0029	-0.0071	0.0105
Si	-0.0062	11.1844	32.7083	-0.0041	-0.0022	0.0331
Si	3.8631	11.168	32.6332	-0.0124	0.0175	-0.0032
Si	7.7482	11.2214	32.7477	0.023	0.0252	0.0163
Si	1.9307	1.1119	35.0907	-0.0037	0.0012	0.0108
Si	5.8022	1.1106	35.092	-0.0046	0.003	0.0082
Si	9.6588	1.1085	35.1073	-0.0011	-0.0017	0.0094
Si	0.0101	4.4632	35.1529	-0.0025	-0.0035	0.0179
Si	3.872	4.463	35.1128	0.0048	0.0005	0.0032
Si	7.721	4.4533	35.0998	-0.0044	-0.0045	-0.0008
Si	1.934	7.8161	35.0978	0.0018	0.0058	-0.0002
Si	5.7812	7.8115	35.1304	-0.0065	0.0028	0.0138
Si	9.6691	7.8163	35.1808	0.0054	0.0042	0.0265
Si	-0.0008	11.171	35.0929	-0.0114	-0.015	-0.0063
Si	3.8678	11.1654	35.0536	-0.0013	-0.0028	-0.0092
Si	7.7392	11.183	35.1154	-0.0015	-0.0019	0.0045
Si	0.0003	0.0042	5.1592	0.0016	-0.002	-0.0011
Si	3.8613	0.0038	5.1523	0.0008	0.0059	0.0015
Si	7.7359	0.0033	5.1436	0.0031	-0.0031	0.0017
Si	1.9217	3.3342	5.1328	-0.001	-0.0051	-0.0071
Si	5.8014	3.3392	5.1408	0.0188	-0.0004	0.0053
Si	9.678	3.3485	5.1525	-0.0055	-0.0065	0.0136
Si	-0.0071	6.6935	5.1057	-0.001	-0.0016	-0.0101
Si	3.8752	6.6982	5.1087	0.0057	-0.0008	-0.0125
Si	7.7494	6.6915	5.1122	-0.0003	-0.0039	-0.0103
Si	1.9374	10.0615	5.107	0.0005	0.0108	-0.017
Si	5.8096	10.0525	5.11	0.0037	0.0139	-0.0088
Si	9.6675	10.0498	5.1455	-0.0039	-0.0059	0.0037
Si	-0.0064	-0.0068	7.5502	-0.0095	0.0021	-0.0136
Si	3.8526	0.0152	7.5365	-0.0126	0.014	0.0151
Si	7.7486	0.0036	7.5219	-0.0101	0.0019	-0.0104
Si	1.8962	3.2981	7.5021	-0.0105	-0.0161	-0.0192
Si	5.8091	3.3132	7.5176	0.0005	-0.0096	-0.0367
Si	9.7092	3.332	7.5423	0.0097	0.0044	-0.0013
Si	0.0169	6.682	7.454	-0.0081	0.0035	-0.0136
Si	3.9196	6.6974	7.4569	-0.0053	0.0068	-0.0428
Si	7.8084	6.6588	7.4659	0.0099	-0.0112	-0.0188
Si	1.9712	10.0988	7.4542	0.0073	0.0117	-0.0217
Si	5.8543	10.0616	7.4603	-0.001	-0.0018	-0.0065
Si	9.6898	10.0365	7.5251	-0.0072	0.0027	0.0131
Si	-0.0103	2.1844	8.4532	-0.0041	0.0071	0.0171
Si	3.8329	2.2548	8.3413	0.0249	0.0235	0.0721
Si	7.7752	2.2355	8.3255	-0.0084	-0.0133	-0.0036
Si	1.9657	5.5594	8.1281	0.0031	0.0054	0.007
Si	5.8702	5.5602	8.1974	-0.0169	0.0171	0.0092
Si	9.7309	5.5556	8.3572	-0.0034	0.0054	0.0442
Si	0.0796	8.9227	8.1824	-0.0159	0.0063	0.0077
Si	3.9068	8.9655	8.1607	0.0008	-0.0081	0.0093
Si	7.7503	8.8714	8.2627	-0.0149	-0.0019	0.0381
Si	1.9241	12.3008	8.3703	-0.0071	0.0104	0.0386
Si	5.7985	12.2931	8.2854	0.0023	0.0031	0.0264
Si	9.6634	12.2717	8.3464	0.0006	-0.0045	0.0186
Si	-0.1019	2.1363	10.9253	0.0322	-0.0332	-0.0207
Si	3.9982	2.4162	10.7298	-0.0967	-0.1375	0.077
Si	7.8321	2.2386	10.7092	-0.0011	-0.0279	-0.0111
Si	2.0042	5.5321	10.4339	0.0068	0.0202	-0.0087
Si	5.9733	5.5777	10.5268	0.019	0.0027	0.0136
Si	9.8114	5.5241	10.7807	-0.0074	-0.0012	0.0119
Si	0.1454	8.855	10.5087	0.0202	-0.0031	-0.0014
Si	3.9406	8.9872	10.483	0.0453	0.0048	0.0154
Si	7.7585	8.8064	10.6294	0.0282	0.0109	0.0263
Si	1.8582	12.2187	10.782	0.0229	0.0474	0.0048
Si	5.7816	12.2907	10.6533	0.0292	-0.0123	0.0255
Si	9.6247	12.2043	10.7332	-0.0118	0.0021	0.0069
Si	1.5635	0.852	12.0107	-0.026	0.0097	-0.0016
Si	5.8602	1.194	11.3329	-0.02	0.0642	0.0549
Si	9.5684	0.9953	11.7101	-0.0365	0.0115	0.1041
Si	0.2243	4.4176	11.5133	0.044	0.0061	0.0805
Si	3.994	4.6812	11.3331	-0.0095	-0.0121	0.0458
Si	7.8325	4.4613	11.5403	-0.0388	-0.0142	0.0893
Si	2.1162	7.7299	11.2489	-0.0133	-0.0115	0.0876
Si	5.7539	7.7529	11.3407	-0.0398	-0.0196	0.0646
Si	9.8316	7.822	11.2847	-0.0034	0.0218	0.0702
Si	-0.0499	11.0011	11.4011	-0.0339	-0.0192	0.1183
Si	3.8541	11.1711	11.4514	-0.0311	-0.0109	0.145
Si	7.664	11.016	11.3342	0.0069	-0.0122	-0.0594
O	3.8146	11.2021	13.1257	-0.0032	0.0048	-0.1344
O	10.2417	8.1873	12.8764	-0.0352	0	-0.1007
O	5.2634	7.5506	12.9502	0.0198	0.0018	-0.1151
O	7.7568	4.4632	13.2369	0.029	0.0211	-0.077
O	0.7458	4.4842	13.1118	-0.0432	0.0132	-0.1107
O	5.6875	1.5329	12.9478	0.0176	-0.0304	-0.042
O	9.472	0.9408	13.408	0.0027	0.0035	-0.1248
O	-0.1722	10.8577	13.0542	-0.0008	-0.0105	-0.0871
O	3.9431	5.1835	12.9433	0.0033	0.0243	-0.0855
O	1.277	0.6748	13.6514	0.0077	0.0038	-0.0988
O	-8.6743	15.1323	11.8147	0.0636	0.049	-0.1364
O	2.5477	7.52	12.864	0.0042	-0.0146	-0.086
O	8.981	9.7837	27.2867	0.0445	-0.0188	0.0931
O	1.3406	9.8229	27.1544	0.0103	-0.0162	0.163
O	6.2235	9.6892	27.2503	-0.0423	0.0188	0.1094
O	11.6911	6.5617	27.3584	0.0001	0.025	0.025
O	8.3374	6.9153	27.5435	0.0035	-0.0268	0.0308
O	8.0609	13.1945	26.7796	-0.0162	0.0585	0.1664
O	-55.0494	12.6671	28.4591	-0.0298	-0.0467	0.1537
O	0.2016	0.7878	27.0211	-0.0358	-0.0368	0.1448
O	9.366	3.9245	27.2486	0.0248	-0.0495	0.1426
O	3.566	6.6659	26.936	0.0177	-0.0021	0.1598
O	1.6412	3.101	27.2338	0.0229	0.0187	0.131
O	4.7208	0.4486	26.8975	-0.0167	0.0022	0.0711
Si	9.6049	10.592	18.853	0.0039	0.0014	0.0396
Si	7.6153	5.3435	19.7962	-0.0377	0.0039	-0.0533
Si	4.0578	1.2569	25.6273	0.0078	0.0095	-0.0528
Si	6.9418	8.0367	20.9895	-0.0214	0.0112	-0.0221
Si	11.1314	3.906	24.4406	-0.0166	0.0195	-0.0921
Si	4.2762	6.1267	25.5567	0.0132	-0.0068	-0.0671
Si	0.4845	5.1112	21.9155	-0.0107	-0.0135	0.006
Si	0.3524	10.666	14.5752	-0.0016	0.0561	0.0573
Si	10.5036	4.9777	19.2342	0.0445	0.0063	0.0098
Si	10.4677	-0.9975	16.4952	0.0425	0.0156	0.0453
Si	9.2417	8.199	14.1642	0.0162	0.0356	0.0993
Si	5.5663	-0.5068	23.696	0.0131	-0.0512	-0.0338
Si	8.1561	12.447	25.3077	-0.0063	0.0151	-0.1029
Si	2.3172	0.9453	17.6358	-0.045	0.0054	0.0412
Si	4.4425	7.2231	16.4611	0.0555	-0.0127	0.1702
Si	0.1803	7.8493	15.6263	0.0357	0.0076	0.103
Si	5.726	3.6258	26.4608	0.0457	-0.0491	0.0223
Si	12.339	3.6982	17.3527	0.0503	-0.011	0.089
Si	3.894	6.7577	13.4414	-0.0333	0.0075	0.0111
Si	11.3338	7.8997	18.574	0.0115	-0.0052	0.0301
Si	5.1796	3.1309	16.6648	0.0067	0.0601	0.0438
Si	6.8571	5.657	16.6955	-0.1169	0.0188	0.1231
Si	11.5172	6.7985	25.7714	0.016	-0.0475	-0.0609
Si	3.6033	10.569	23.7463	0.0227	0.0189	-0.0821
Si	1.377	-0.07	15.1157	-0.0213	0.0272	0.0425
Si	8.5281	7.0224	25.9398	-0.0118	-0.0322	-0.0305
Si	1.1396	1.9043	26.2262	0.0016	-0.0026	-0.038
Si	4.7236	11.4563	14.4599	0.0076	-0.0317	0.0522
Si	4.6317	7.7628	23.0619	-0.0454	0.0334	-0.0968
Si	1.2637	-2.37	22.0027	0.0078	0.028	-0.0076
Si	8.5501	0.2654	14.603	0.0063	-0.0518	0.0455
Si	11.8801	8.1338	21.44	0.0171	0.0003	-0.0152
Si	2.4717	11.8731	19.3308	0.0248	0.0037	-0.0109
Si	7.5219	10.7608	13.6377	0.0284	0.0492	0.0181
Si	9.3595	9.7431	21.683	0.0185	0.0146	-0.0137
Si	5.7388	14.5057	14.4986	-0.01	0.0084	0.0553
Si	1.2182	9.5539	25.5661	0.0282	0.0128	-0.1492
Si	4.0538	10.2559	17.2062	0.0068	-0.0446	0.1072
Si	5.377	12.5315	20.5331	0.0067	0.0174	0.0048
Si	8.5635	4.027	25.8206	0.0007	-0.0914	-0.0872
Si	10.6503	11.3094	23.9533	-0.0113	0.0325	-0.1014
Si	6.5287	10.1814	19.0603	-0.0126	0.0003	0.0016
Si	11.7399	4.9486	14.5531	0.0158	-0.0088	0.0762
Si	3.3141	5.2217	22.9115	-0.0079	0.0256	-0.094
Si	8.5807	5.3943	14.3093	-0.0329	-0.0331	0.0711
Si	4.9208	4.0253	20.7377	-0.0419	0.0423	-0.0095
Si	5.1586	1.5898	19.0345	0.0066	0.0085	0.0117
Si	7.6077	9.6527	26.3739	0.0282	0.0603	0.0012
Si	3.3021	4.9035	18.2038	0.0224	0.044	0.0417
O	1.3569	-2.0348	20.412	-0.0184	-0.0018	0.0121
O	9.5842	10.3692	23.1559	0.0067	-0.0208	0.0347
O	3.7567	3.6634	17.2481	0.0214	-0.0357	-0.0478
O	12.1945	3.9011	15.7284	-0.0224	0.0186	-0.0486
O	8.0328	10.3778	18.4681	-0.0036	-0.0043	-0.024
O	3.8951	6.2981	17.6704	-0.0147	0.0169	-0.0381
O	2.4391	1.1125	25.6332	-0.0045	0.0067	0.0508
O	4.6391	14.1135	24.2231	-0.0282	0.0325	0.0566
O	0.077	-1.531	22.783	0.0072	-0.0097	0.0154
O	-0.03	10.4617	25.0094	-0.0164	-0.0218	0.0615
O	7.6116	8.2859	25.4657	-0.0075	0.0118	0.0296
O	9.5892	3.4547	24.7153	-0.0355	0.0174	0.0758
O	5.1366	13.0124	14.6237	-0.0215	0.0274	-0.0529
O	8.2394	5.3916	15.8984	0.0372	-0.0226	-0.0993
O	6.0079	2.4367	17.9118	-0.0107	-0.0316	-0.009
O	12.208	7.8421	17.1996	-0.0149	0.0023	-0.0612
O	4.2319	9.3185	22.9204	0.0029	-0.0148	0.0332
O	6.0804	7.0686	16.3779	0.0169	-0.0016	-0.055
O	6.464	4.494	20.5498	0.0146	-0.0026	0.0203
O	9.6981	10.8233	20.4823	-0.0061	0.0051	-0.0022
O	12.34	8.012	19.8682	-0.0089	-0.0015	-0.0095
O	10.3827	9.2152	18.4755	-0.0134	0.0017	-0.0294
O	0.6553	6.4456	14.9521	0.0039	-0.0031	-0.0509
O	10.2315	11.8736	18.0316	-0.006	-0.0138	-0.0217
O	7.2925	1.2167	14.9821	-0.0004	0.0238	-0.0348
O	3.9288	8.694	16.8475	-0.0119	0.0071	-0.0435
O	2.6724	-1.9715	22.7176	-0.0145	-0.0032	0.0331
O	6.2544	11.1951	20.3032	-0.0023	0.0055	0.014
O	7.1847	3.1538	25.8503	-0.0144	0.0234	0.0704
O	2.662	10.0087	24.9499	-0.0176	-0.0087	0.0672
O	12.6408	9.3939	22.1646	-0.0164	-0.0366	0
O	1.5616	11.73	14.8243	0.0008	-0.0198	-0.0645
O	5.5158	5.2006	26.0667	-0.0165	0.0415	0.0394
O	9.7184	12.4308	24.7341	-0.0068	0.0113	0.0722
O	8.2493	6.9391	13.8688	-0.0082	0.0357	-0.0492
O	3.8014	-1.0759	20.1605	0.0216	0.0021	0.0156
O	11.6404	4.8353	20.3901	-0.0113	-0.0034	-0.0053
O	0.0919	0.036	16.1394	0.0121	-0.0004	-0.0328
O	10.146	7.9705	15.5026	-0.0679	-0.008	-0.0462
O	2.8754	10.6989	18.2542	0.0034	0.0185	-0.0293
O	5.9388	4.4435	16.1311	0.0091	-0.0125	-0.0384
O	3.9375	11.0731	15.8176	0.0198	0.0133	-0.0445
O	4.5017	2.8164	25.7591	-0.0228	-0.0129	0.0157
O	2.5528	0.5626	16.0493	-0.0017	-0.0102	-0.0345
O	9.2153	-0.0674	16.0466	-0.0501	0.0272	-0.0889
O	10.7137	11.0587	15.5817	0.0008	-0.0225	-0.0612
O	10.8724	3.9357	18.0311	-0.0111	0.022	-0.0276
O	12.5696	7.951	25.2528	0.0131	-0.0114	0.0699
O	4.8467	11.5061	24.2349	0.014	0.0049	0.0325
O	4.8511	7.3612	24.6408	-0.0011	-0.0107	0.055
O	8.1792	5.5507	25.3506	0.0142	0.0318	0.0343
O	9.0376	4.5578	19.8081	-0.0193	-0.0006	0.0141
O	1.7377	13.0865	18.5175	0.0322	0.0101	-0.0105
O	10.1365	4.9535	14.2685	0.0011	0.0092	-0.0282
O	6.0496	10.5198	14.3049	0.0044	-0.0174	-0.0587
O	12.9043	2.218	17.7374	-0.0145	0.0094	-0.0237
O	7.0969	13.1099	24.2466	0.0049	0.0227	0.0448
O	0.856	9.1506	14.8969	-0.0011	-0.0306	-0.0513
O	3.7902	6.7672	15.051	-0.0092	0.0063	-0.0669
O	7.8459	6.7696	20.5407	0.0066	-0.0096	0.0204
O	10.0375	7.3974	25.4649	-0.0291	0.0178	0.0664
O	4.535	4.3204	22.2966	0.0184	-0.0061	0.0223
O	7.8327	9.2295	21.6295	0.0039	-0.0061	0.0225
O	8.4317	9.583	14.2982	0.0037	-0.0686	-0.0418
O	11.1324	4.1754	22.8383	0.0073	0.0148	0.0243
O	3.3088	5.2317	24.5598	-0.003	0.0153	0.0323
O	5.938	7.5075	22.1408	0.0175	-0.0079	0.0186
O	13.5861	4.584	22.2518	0.0142	0.0165	0.0391
O	4.8954	2.1342	15.4274	0.0147	-0.0389	-0.0751
O	11.6667	5.3167	25.0978	0.0067	0.0191	0.0516
O	5.9748	0.2754	19.5205	-0.0153	0.0054	-0.0139
O	10.4442	6.5295	18.7017	-0.0152	-0.0115	-0.0254
O	10.2805	8.4198	21.4732	-0.0045	-0.0068	0.037
O	12.0751	6.723	22.2319	-0.0069	0.0086	-0.0022
O	5.5651	12.9624	22.0792	0.0028	-0.0033	0.0004
O	5.519	10.5391	17.8482	0.0178	0.0214	-0.0319
O	13.2859	4.8526	18.0524	-0.037	-0.0106	-0.0379
O	3.8532	4.7765	19.7369	0.0261	-0.0209	0.0092
O	6.2378	8.671	19.6433	0.002	0.0015	-0.0005
O	8.0456	12.2338	14.0487	0.0106	0.0236	0.017
O	3.778	1.1794	18.2912	-0.0004	0.002	-0.0235
O	7.6257	10.9151	25.3792	-0.0114	-0.0601	0.0443
O	4.8402	2.4383	20.3916	0.0028	-0.0005	0.0004
O	12.0243	2.6417	24.959	0.0446	-0.0605	0.0865
O	3.4659	6.7902	22.45	0.0048	-0.016	0.0397
O	7.1217	5.5922	18.2756	0.0243	-0.0044	-0.0239

Results
free energy: -215761.834 eV
free energy less fixed offsets of O -568.88, Si -635.61 eV per atom: -3.024 eV

The program warned: the cutoff lies below the one the program advises for these potential files; the forces do not sum to zero within the program's tolerance; the exchange-correlation potential is rough where the density is thin.
